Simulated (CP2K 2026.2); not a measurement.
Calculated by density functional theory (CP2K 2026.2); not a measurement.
Periodic cell of 444 atoms, Si328O116, from a study of silicon, its oxide and their interface. The atomic structure is a simulated model.
Doubt: the forces sum to 1.83 eV/angstrom along one axis rather than to zero, so they err by at least 0.0041 eV/angstrom per atom on average; the grid cutoff is modest.

Settings
functional: PBE
method: Gaussian and plane waves
basis set: DZVP-MOLOPT-SR-GTH
pseudopotentials: GTH-PBE
grid cutoff: 350 Ry, relative cutoff 50 Ry
k points: Gamma only
occupations: fixed
spin: none
net charge: 0

Cell vectors (angstrom)
a 16.4025 0 0
b 0 16.4025 0
c 0 0 30.7145

Atoms and the computed forces on them: element, x, y, z (angstrom), force x, y, z (eV/angstrom)
Si 16.13 0.138 0.189 -0.002 -0.097 -0.471
Si 2.524 3.091 0.192 0.127 -0.172 -0.386
Si 0.246 5.267 0.038 -0.254 0.157 -0.433
Si 3.278 7.538 30.543 -0.016 0.062 -0.255
Si 15.88 11.682 30.603 0.076 0.007 -0.394
Si 3.319 13.277 30.575 -0.399 0.077 -0.375
Si 5.75 16.16 0.153 0.048 0.176 -0.258
Si 7.443 3.003 30.52 -0.233 -0.162 -0.227
Si 5.466 5.358 0.447 0.025 -0.078 -0.254
Si 8.213 7.847 0.127 -0.209 0.074 0.005
Si 5.827 11.265 0.186 0.014 0.217 0.17
Si 8.032 14.018 0.502 0.189 0.126 -0.258
Si 11.599 16.092 0.11 -0.074 0.029 -0.404
Si 13.946 2.361 0.226 -0.033 0.09 -0.361
Si 10.476 5.652 30.504 0.089 -0.128 -0.265
Si 13.232 8.686 0.442 0.117 -0.043 -0.325
Si 10.872 10.678 0.287 0.084 -0.014 -0.225
Si 13.584 13.751 0.509 -0.171 0.046 -0.668
Si 1.393 1.347 1.375 -0.127 0.141 -0.133
Si 3.996 4.1 1.707 0.01 -0.071 -0.194
Si 1.476 6.85 1.317 -0.004 -0.036 -0.116
Si 4.329 9.466 1.116 0.048 0.029 -0.315
Si 1.429 12.366 1.192 0.058 -0.074 -0.179
Si 4.077 15.017 1.331 0.135 -0.066 -0.137
Si 6.736 1.455 1.477 -0.026 -0.187 -0.295
Si 9.4 3.974 1.138 -0.081 0.123 -0.241
Si 6.861 6.726 1.679 0.006 0.086 -0.347
Si 9.353 9.478 1.564 0.009 -0.131 -0.235
Si 6.887 12.454 1.851 0.106 0.018 -0.249
Si 9.725 15.266 1.491 0.011 -0.2 -0.356
Si 12.462 1.252 1.643 0.035 0 -0.201
Si 15.039 4.126 1.373 0.059 -0.095 -0.201
Si 12.169 6.753 1.307 -0.113 0.129 -0.164
Si 14.99 9.883 1.429 -0.154 0.143 -0.146
Si 12.12 12.308 1.595 -0.006 -0.204 -0.287
Si 15.053 15.082 1.698 0.034 0.142 -0.107
Si 0.021 2.749 2.793 -0.01 0.033 -0.069
Si 2.724 16.382 2.759 0.045 -0.062 -0.126
Si 0.027 8.321 2.609 -0.012 -0.057 0.017
Si 2.669 5.553 2.911 -0.086 0.078 0.301
Si 0.137 13.673 2.799 0.161 -0.109 0.138
Si 2.78 10.849 2.557 0.012 0.07 -0.141
Si 5.382 2.683 2.931 -0.026 -0.052 0.213
Si 8.264 0.176 2.817 -0.034 0.101 0.087
Si 5.484 8.233 2.817 -0.025 -0.005 0.003
Si 8.25 5.302 2.855 0.15 -0.101 -0.044
Si 5.378 13.8 2.94 -0.027 0.014 0.122
Si 8.194 10.932 3.002 0.095 0.019 0.027
Si 10.895 2.72 2.674 -0.031 0.067 -0.151
Si 13.735 16.391 3.084 0.029 0.001 0.3
Si 10.855 8.103 2.823 -0.209 -0.163 0.028
Si 13.629 5.486 2.702 -0.006 0.014 -0.045
Si 10.87 13.756 2.921 -0.044 -0.017 0.105
Si 13.608 11.024 2.92 0.118 0.174 0.283
Si 1.329 4.122 4.226 0.013 -0.007 -0.111
Si 4.038 1.298 4.238 0.126 0.066 -0.023
Si 1.407 9.587 4.069 0.063 -0.041 -0.043
Si 4.109 6.89 4.211 -0.09 0.019 -0.015
Si 1.416 15.052 4.204 -0.105 -0.107 0.014
Si 4.04 12.256 4.13 -0.02 0.111 -0.15
Si 6.808 4.049 4.243 0.05 -0.021 -0.076
Si 9.614 1.459 4.226 -0.159 -0.048 -0.027
Si 6.8 9.554 4.268 -0.036 0.041 0.014
Si 9.552 6.734 4.242 0.129 0.084 -0.136
Si 6.865 15.145 4.206 -0.07 0.018 -0.149
Si 9.571 12.331 4.284 0.027 0.01 0.068
Si 12.284 4.098 4.084 -0.005 0.049 -0.015
Si 15.112 1.429 4.288 -0.043 -0.021 -0.06
Si 12.256 9.533 4.184 0.09 -0.029 -0.088
Si 15.042 6.896 4.022 0.024 -0.013 -0.03
Si 12.305 15.01 4.319 0.016 0.057 0.005
Si 15.089 12.356 4.199 -0.126 -0.037 -0.018
Si 0.018 0.008 11.033 0.01 -0.012 -0.006
Si 2.753 2.747 11.029 -0.037 -0.026 -0.005
Si 0.009 5.469 11.037 0.005 0.008 -0.008
Si 2.75 8.202 11.039 -0.02 -0.009 0.005
Si 0.01 10.923 11.027 0.005 0.013 -0.014
Si 2.758 13.669 11.042 -0.002 0.007 -0.002
Si 5.488 0.007 11.033 -0.001 0.014 0.007
Si 8.208 2.735 11.041 0.009 -0.017 0.006
Si 5.48 5.469 11.034 0.018 -0.019 0.009
Si 8.204 8.186 11.037 0.036 0.016 0.013
Si 5.485 10.928 11.047 -0.006 -0.014 0.004
Si 8.207 13.66 11.035 -0.012 0.009 0.009
Si 10.932 16.397 11.043 0.003 -0.004 0.011
Si 13.666 2.737 11.052 0.017 0.007 0.007
Si 10.929 5.462 11.044 0.01 -0.004 0.004
Si 13.666 8.184 11.023 0.017 -0.003 -0.011
Si 10.927 10.913 11.011 0.002 0.021 -0.007
Si 13.669 13.657 11.023 0.013 -0.031 0.001
Si 1.396 1.375 12.398 0.026 0.02 -0.012
Si 4.143 4.087 12.409 -0.012 0.054 0.006
Si 1.392 6.823 12.398 -0.016 -0.006 -0.005
Si 4.131 9.554 12.418 0.005 0.035 -0.01
Si 1.395 12.282 12.382 -0.047 -0.013 -0.011
Si 4.138 15.038 12.397 -0.013 -0.011 0.006
Si 6.858 1.359 12.406 -0.008 0.002 -0.003
Si 9.556 4.105 12.417 0.008 -0.025 -0.004
Si 6.851 6.812 12.423 -0.03 0.013 0.008
Si 9.575 9.547 12.404 -0.012 0.015 0.006
Si 6.855 12.293 12.417 0.01 0 0.001
Si 9.553 15.037 12.41 0.023 -0.041 0.011
Si 12.284 1.371 12.413 0.005 -0.015 -0.002
Si 15.043 4.102 12.409 -0.01 -0.026 -0.004
Si 12.301 6.824 12.398 0.02 0.015 0.002
Si 15.035 9.551 12.373 -0.018 -0.009 -0.013
Si 12.285 12.286 12.377 0.019 0.014 -0.005
Si 15.041 15.031 12.382 0.005 0.036 -0.005
Si 0.017 2.729 13.766 -0.033 0.019 -0.007
Si 2.8 0.027 13.751 -0.094 0.001 -0.01
Si 0.015 8.201 13.734 -0.043 0.022 -0.001
Si 2.773 5.459 13.761 0.006 -0.036 -0.023
Si 0.019 13.648 13.72 0.068 -0.042 0.017
Si 2.777 10.948 13.767 -0.018 -0.038 0.023
Si 5.533 2.734 13.788 0.034 -0.121 -0.038
Si 8.191 16.399 13.803 -0.001 0.04 -0.002
Si 5.492 8.178 13.795 -0.005 0.006 0.006
Si 8.2 5.444 13.824 0.007 0.002 0.008
Si 5.506 13.685 13.78 -0.008 0.009 0.008
Si 8.215 10.911 13.783 -0.007 -0.006 -0.014
Si 10.898 2.729 13.785 0.025 0.049 -0.018
Si 13.663 16.395 13.751 0.024 -0.014 0.016
Si 10.925 8.162 13.778 0.042 -0.004 0.005
Si 13.662 5.463 13.768 0.021 -0.005 0.011
Si 10.919 13.654 13.749 -0.038 0.009 -0.012
Si 13.633 10.885 13.723 0.074 0.045 -0.009
Si 1.416 4.085 15.112 -0.01 0.017 0.004
Si 4.199 1.355 15.147 0.022 0.102 0.055
Si 1.402 9.552 15.09 0.021 0.07 -0.018
Si 4.134 6.797 15.163 0.017 -0.021 0.036
Si 1.422 15.029 15.044 -0.021 0.026 -0.049
Si 4.148 12.327 15.144 -0.01 -0.021 0.009
Si 6.875 4.055 15.23 -0.05 0.09 0.051
Si 9.514 1.394 15.179 -0.02 -0.084 0.057
Si 6.869 9.533 15.168 0.053 0.017 0.038
Si 9.572 6.808 15.184 0.007 0.046 0.024
Si 6.845 15.036 15.204 -0.042 -0.04 0.056
Si 9.579 12.283 15.142 0.055 0.045 0.019
Si 12.271 4.102 15.127 -0.022 -0.048 0.012
Si 15.035 1.356 15.118 0.02 0.018 -0.025
Si 12.29 9.524 15.136 -0.012 -0.064 0.056
Si 15.052 6.842 15.1 0.008 0.03 0.011
Si 12.268 15.038 15.102 0.033 -0.014 0.037
Si 15.017 12.258 15.032 -0.086 -0.072 -0.041
Si 0.017 16.323 16.391 0.057 -0.034 0.09
Si 2.82 2.727 16.459 0.029 -0.057 0.07
Si 0.07 5.511 16.426 -0.03 -0.154 -0.086
Si 2.758 8.194 16.483 -0.011 0.064 -0.08
Si 0.004 10.93 16.387 -0.015 -0.082 0.116
Si 2.825 13.782 16.472 -0.051 -0.077 0.097
Si 5.524 0.028 16.63 0.021 -0.066 0.038
Si 8.209 2.713 16.701 0.058 -0.134 0.044
Si 5.477 5.412 16.57 0.034 0.019 0.168
Si 8.226 8.167 16.579 -0.075 -0.063 0.139
Si 5.512 10.937 16.501 -0.074 0.029 -0.032
Si 8.232 13.643 16.535 0.056 -0.019 0.02
Si 10.902 0.023 16.483 -0.04 0.069 0.009
Si 13.642 2.737 16.459 -0.053 0.124 0.053
Si 10.905 5.413 16.564 0.102 0.046 0.001
Si 13.671 8.156 16.505 0.02 0.038 0.129
Si 10.907 10.872 16.505 -0.061 0.062 -0.018
Si 13.606 13.573 16.373 0.109 0.084 0.027
Si 1.512 1.217 17.687 0.163 -0.082 -0.057
Si 4.074 4.075 17.983 -0.019 -0.096 0.144
Si 1.413 6.832 17.853 -0.083 0.026 0.037
Si 4.097 9.595 17.817 0.127 -0.104 0.022
Si 1.335 12.42 17.65 -0.141 0.169 -0.139
Si 4.183 15.063 18.031 -0.183 0.042 -0.005
Si 6.858 1.327 18.144 -0.021 0.118 0.176
Si 9.631 4.073 18.074 -0.004 0.101 0.093
Si 6.871 6.751 17.957 0.085 -0.02 -0.068
Si 9.565 9.569 17.972 0.006 -0.007 -0.033
Si 6.894 12.244 17.911 0.157 -0.032 0.016
Si 9.59 15.048 17.886 -0.069 0.011 0.011
Si 12.219 1.43 17.853 -0.094 0.14 -0.029
Si 15.076 4.145 17.706 -0.036 0.148 -0.164
Si 12.301 6.759 17.905 0.089 -0.052 0.047
Si 15.11 9.529 17.812 0.097 0.091 -0.008
Si 12.301 12.223 17.815 0.101 -0.045 -0.008
Si 14.974 14.937 17.676 -0.06 -0.161 -0.164
Si 0.085 2.638 18.754 0.142 0.057 -0.019
Si 2.697 16.392 19.408 -0.12 0.071 0.317
Si 0.065 8.143 19.244 -0.245 0.167 0.283
Si 2.654 5.51 19.33 0.264 -0.143 0.315
Si 16.351 13.687 19.101 -0.093 -0.116 0.564
Si 2.686 11.1 18.935 -0.091 -0.016 0.06
Si 5.334 2.669 19.515 0.014 0.109 0.217
Si 8.373 16.36 19.485 0.118 0.074 0.171
Si 5.424 8.168 19.184 -0.079 -0.042 0.3
Si 8.195 5.353 19.481 -0.212 0.019 0.213
Si 5.696 13.698 19.302 -0.162 0.03 0.205
Si 8.119 10.851 19.428 -0.025 -0.099 0.432
Si 11.094 2.809 19.52 0.274 -0.299 0.341
Si 13.571 16.307 18.928 0.072 -0.355 0.138
Si 10.981 8.185 19.276 0.064 0.067 0.242
Si 13.811 5.436 19.239 0.19 -0.04 0.254
Si 10.919 13.579 19.144 -0.083 0.006 0.091
Si 13.783 10.949 19.146 -0.019 -0.017 0.358
Si 1.28 3.846 20.306 -0.197 -0.032 0.075
Si 3.545 1.683 20.942 -0.015 -0.196 0.475
Si 1.173 9.921 20.284 0.32 -0.105 0.188
Si 4.32 6.683 20.659 -0.218 0.227 -0.089
Si 0.889 15.319 20.541 -0.346 0.159 -0.065
Si 4.05 12.421 20.313 0.031 -0.04 0.177
Si 6.435 4.278 20.872 -0.012 0.062 -0.272
Si 9.679 1.472 20.928 -0.012 0.128 -0.185
Si 6.869 9.119 20.794 -0.164 0.074 -0.061
Si 9.357 7.077 20.622 0.297 -0.069 0.35
Si 7.216 14.788 20.866 -0.019 0.019 0.467
Si 9.362 12.518 20.581 0.096 -0.091 0.154
Si 13.234 3.603 20.675 0.076 0.148 -0.014
Si 15.188 1.169 19.93 -0.016 -0.2 0.715
Si 12.723 9.352 20.475 0.014 -0.074 -0.029
Si 14.885 7.041 20.72 -0.045 0.037 -0.212
Si 12.38 14.888 20.392 -0.048 0.152 0.217
Si 15.329 12.105 20.606 0.123 0.082 -0.211
Si 0.19 2.645 24.16 0.039 -0.263 0.32
Si 3.059 10.706 22.396 0.009 -0.028 0.329
Si 12.204 12.472 24.798 -0.086 0.165 0.531
Si 2.391 13.637 22.482 0.088 0.08 0.262
Si 6.599 15.973 23.87 0.023 -0.098 0.503
Si 4.781 8.534 23.076 0.237 -0.123 0.259
Si 8.479 16.381 26.313 0.192 -0.099 -0.041
Si 13.669 0.014 26.726 -0.162 -0.288 -0.167
Si 10.957 10.779 22.591 0.089 -0.022 0.37
Si 14.239 13.811 22.648 -0.177 0.067 0.587
Si 2.51 6.667 27.663 0.134 -0.109 -0.486
Si 3.114 13.017 27.474 0.182 -0.089 -0.226
Si 7.528 2.494 22.941 0.081 -0.061 0.53
Si 10.334 8.034 23.214 0.099 -0.292 0.532
Si 9.642 8.591 25.922 0.074 0.104 0.11
Si 4.844 8.176 26.054 0.009 0.162 0.058
Si 5.397 2.778 26.129 0.049 0.087 -0.047
Si 11.605 0.19 22.859 0.158 -0.081 0.645
Si 15.963 6.429 27.759 -0.115 -0.009 -0.401
Si 14.062 10.693 26.433 -0.155 -0.063 -0.223
Si 15.32 4.709 22.428 0.165 0.02 0.358
Si 1.481 1.332 26.388 -0.015 -0.018 -0.049
Si 4.15 14.119 24.923 0.229 -0.289 0.202
Si 3.222 3.544 28.028 -0.035 -0.128 -0.507
Si 7.918 10.897 26.668 -0.04 0.043 -0.514
Si 7.362 8.216 27.807 0.188 0.02 -0.623
Si 16.32 15.428 28.015 -0.116 0.106 -0.616
Si 12.087 1.822 28.622 0.076 -0.219 -0.296
Si 11.129 15.093 25.648 0.008 -0.231 0.228
Si 12.552 8.365 25.127 0.082 0.083 0.244
Si 10.689 4.285 27.538 0.223 0.011 -0.541
Si 3.128 1.889 24.061 -0.136 -0.024 0.348
Si 6.554 0.947 28.263 0.062 -0.072 -0.259
Si 5.088 11.428 26.003 0.189 0.057 -0.106
Si 0.201 12.213 27.573 -0.129 -0.013 -0.518
Si 14.559 0.341 23.707 0.071 0.114 0.438
Si 8.444 3.104 25.658 -0.071 -0.062 0.256
Si 8.578 11.857 29.288 0.03 0.081 -0.347
Si 14.009 8.409 28.333 -0.054 0.161 -0.476
Si 13.215 6.067 26.844 -0.042 0.08 -0.294
O 0.266 15.654 29.589 -0.035 -0.117 0.885
O 15.069 1.287 30.305 -0.096 -0.041 0.259
O 1.254 4.011 30.343 0.267 0.109 0.529
O 3.447 2.919 29.523 -0.206 -0.212 0.533
O 16.134 5.903 29.296 0.28 -0.309 0.512
O 1.001 6.56 27.004 0.098 0.104 0.084
O 2.587 7.62 29.007 -0.18 0.03 0.65
O 4.428 12.024 27.389 0.115 0.215 0.087
O 0.053 11.489 29.035 0.041 -0.258 0.635
O 14.654 12.813 30.312 0.181 -0.193 0.179
O 0.935 16.402 27.152 0.06 -0.194 -0.15
O 2.901 13.633 28.978 0.029 0.202 0.733
O 8.62 3.087 24.027 0.063 -0.178 -0.219
O 5.465 0.337 29.317 -0.164 -0.059 0.701
O 7.393 2.162 29.033 0.295 0.258 0.47
O 6.411 4.311 30.228 0.115 -0.089 0.22
O 4.476 6.385 30.274 -0.222 0.328 0.361
O 7.356 7.909 29.394 -0.043 0.104 0.736
O 9.577 7.029 30.436 -0.054 -0.266 0.27
O 13.744 9.511 25.288 0.017 -0.188 -0.127
O 7.183 11.171 29.887 -0.305 -0.021 -0.147
O 8.74 13.352 29.884 -0.109 -0.152 -0.014
O 6.874 14.989 30.538 0.009 0.003 0.492
O 11.37 0.571 29.414 -0.174 0.028 0.488
O 12.614 14.833 30.33 0.043 0.05 0.595
O 12.991 2.756 29.621 0.149 -0.02 0.23
O 12.062 4.909 26.845 -0.15 -0.111 0.213
O 10.429 5.186 28.874 -0.047 0.375 0.779
O 14.243 8.285 29.912 0.155 -0.065 0.24
O 12.059 9.652 30.43 -0.039 -0.066 0.732
O 4.632 12.28 30.32 -0.287 0.01 0.028
O 7.195 9.812 27.624 -0.397 0.141 0.589
O 2.394 2.869 21.026 0.175 0.056 -0.173
O 2.515 0.826 25.191 0.079 0.159 -0.234
O 4.613 3.698 27.201 0.001 -0.063 0.412
O 2.744 5.098 28.061 -0.14 0.234 0.376
O 2.077 9.636 21.646 -0.201 0.057 0.006
O 16.326 10.816 20.847 0.022 0.171 -0.326
O 3.998 7.488 22.085 -0.021 -0.025 -0.247
O 5.425 5.559 21.122 0.034 -0.146 -0.043
O 1.126 14.566 22.027 -0.191 0.137 -0.309
O 16.166 0.144 20.866 -0.081 0.115 -0.41
O 4.325 11.251 21.479 0.203 0.346 -0.159
O 3.341 13.688 21.143 0.017 -0.262 -0.038
O 14.184 2.236 20.732 -0.34 -0.04 -0.044
O 10.544 1.314 22.364 -0.259 0.018 -0.513
O 6.553 3.71 22.447 0.156 0.001 -0.352
O 11.27 8.702 26.144 0.04 0.187 -0.113
O 6.107 9.139 22.296 0.232 0.152 -0.481
O 8.068 8.015 21.06 -0.051 0.278 -0.107
O 6.073 7.607 26.999 -0.013 -0.17 0.095
O 6.712 15.272 22.401 0.155 -0.073 -0.796
O 8.319 13.616 21.267 -0.073 -0.107 -0.561
O 10.201 12.037 21.923 -0.195 0.101 -0.147
O 13.752 4.242 22.159 -0.136 0.101 -0.086
O 10.13 6.856 22.115 -0.063 -0.247 -0.686
O 13.121 0.773 23.038 0.045 0.1 -0.341
O 12.255 10.321 21.729 0.014 0.175 -0.025
O 9.914 9.52 22.667 -0.203 0.179 -0.047
O 15.324 6.35 22.192 -0.137 -0.021 -0.265
O 13.806 8.243 21.113 -0.199 0.059 -0.355
O 13.559 14.032 21.17 0.175 -0.312 -0.359
O 11.513 15.487 21.675 0.181 -0.464 -0.541
O 15.269 12.62 22.225 0.084 0.039 -0.36
O 11.479 11.215 24.076 -0.348 -0.401 -0.454
O 1.788 2.82 23.739 -0.027 0.082 -0.432
O 3.788 9.775 23.517 -0.159 0.092 0.015
O 5.16 7.791 24.492 -0.053 -0.16 -0.401
O 13.185 13.279 23.78 0.174 0.166 -0.308
O 14.887 15.207 23.228 -0.2 -0.257 -0.516
O 3.04 14.375 23.769 -0.195 -0.062 -0.241
O 3.443 14.245 26.41 -0.242 0.224 0.097
O 6.679 1.211 23.575 -0.184 0.117 -0.417
O 5.306 15.268 24.643 -0.088 0.316 0.08
O 2.237 2.438 27.321 -0.038 0.163 0.035
O 7.818 15.738 24.953 -0.036 -0.1 -0.21
O 8.282 2.14 21.533 0.162 -0.131 -0.415
O 9.868 15.562 26.55 -0.054 -0.052 -0.056
O 15.746 1.434 23.396 -0.153 0.067 -0.494
O 13.682 9.94 27.845 -0.115 -0.213 0.224
O 12.507 15.292 26.489 0.097 0.039 0.048
O 11.041 13.497 25.318 -0.201 -0.07 0.122
O 0.062 4.204 21.363 0.228 -0.182 -0.172
O 14.38 0.351 25.319 -0.111 -0.008 0.038
O 0.228 2.186 25.74 0.001 0.19 -0.049
O 16.363 13.844 27.598 0.009 0.064 0.122
O 6.85 3.492 25.854 -0.264 0.22 -0.062
O 3.667 1.284 22.628 0.298 -0.067 -1.288
O 7.597 16.21 27.683 -0.084 0.242 0.177
O 6.717 11.569 25.801 0.057 -0.057 0.012
O 13.174 6.879 25.42 -0.117 -0.075 0.029
O 8.576 12.004 27.65 -0.094 0.076 0.461
O 9.43 7.719 24.549 -0.052 -0.092 -0.176
O 1.773 12.127 27.067 0.153 -0.035 -0.21
O 11.92 8.198 23.633 -0.016 0.032 -0.263
O 9.026 10.117 25.752 0.148 -0.111 0.183
O 11.11 15.968 24.276 -0.007 0.324 -0.353
O 10.924 2.745 27.984 -0.006 -0.288 0.202
O 15.419 7.976 27.643 0.122 -0.023 0.146
O 15.825 4.075 23.88 -0.411 0.411 -0.292
O 13.04 11.924 26.094 0.106 0.111 0.04
O 15.565 11.389 26.547 0.12 -0.093 0.054
O 4.42 2.612 24.81 0.157 0.062 0.015
O 14.754 5.507 27.072 0.208 -0.09 -0.016
O 14.78 15.869 27.756 -0.019 0.166 0.083
O 4.605 12.51 24.827 0.009 -0.066 -0.084
O 2.192 12.038 22.854 0.109 -0.079 0.104
O 5.723 1.374 26.903 0.05 -0.263 -0.105
O 4.703 9.826 26.074 -0.099 -0.021 0.253
O 9.971 11.062 29.655 -0.005 -0.056 0.174
O 3.5 7.374 26.554 -0.116 -0.33 -0.106
O 8.819 7.823 27.121 -0.168 -0.006 0.171
O 8.768 1.582 26.161 0.119 0.102 0.14
O 9.439 4.167 26.439 0.098 0.282 0.231
O 12.992 1.343 27.353 -0.187 0.386 0.366
O 12.898 7.243 27.96 -0.061 0.232 0.52
Si 0.048 0.005 5.6 0.036 0.058 -0.007
Si 2.709 2.736 5.575 -0.059 -0.002 -0.027
Si 16.347 5.526 5.51 0.026 -0.03 -0.029
Si 2.721 8.246 5.54 0.012 -0.01 -0.022
Si 0.04 10.928 5.51 -0.032 0.026 -0.052
Si 2.738 13.639 5.557 -0.034 -0.038 -0.014
Si 5.465 0.014 5.609 0.054 0.041 0.015
Si 8.205 2.743 5.618 0.041 0.006 -0.01
Si 5.462 5.481 5.561 0.015 0.031 0.001
Si 8.185 8.154 5.576 -0.02 -0.052 -0.012
Si 5.424 10.955 5.565 0.007 -0.06 -0.001
Si 8.179 13.717 5.585 -0.017 -0.07 0.009
Si 10.938 0.037 5.598 0.02 -0.029 0.017
Si 13.655 2.784 5.548 0.005 -0.072 -0.038
Si 10.975 5.423 5.566 -0.063 0.006 -0.012
Si 13.688 8.187 5.501 -0.045 0.049 -0.01
Si 10.941 10.919 5.588 0.034 0.081 0.008
Si 13.713 13.66 5.62 0.071 0.059 0.068
Si 1.381 1.376 6.97 -0.002 -0.032 0.04
Si 4.092 4.11 6.923 0.031 -0.032 -0.008
Si 1.349 6.858 6.889 0.021 -0.007 -0.002
Si 4.083 9.581 6.939 -0.04 0.048 0.007
Si 1.367 12.289 6.928 -0.019 0.059 0.004
Si 4.105 15.01 6.937 0.093 -0.085 -0.012
Si 6.833 1.377 6.97 -0.029 -0.006 -0.002
Si 9.592 4.101 6.956 -0.029 0.019 0.017
Si 6.825 6.817 6.956 -0.002 0.019 0.013
Si 9.557 9.544 6.928 0.012 0.023 -0.003
Si 6.813 12.316 6.926 -0.027 0.06 -0.01
Si 9.564 15.063 6.953 -0.012 0.033 -0.014
Si 12.323 1.396 6.944 0.002 -0.008 -0.022
Si 15.019 4.147 6.916 -0.074 0.087 0.002
Si 12.333 6.825 6.905 0.041 -0.043 -0.007
Si 15.057 9.56 6.881 0.005 -0.016 -0.028
Si 12.324 12.281 6.949 0.085 -0.089 0.01
Si 15.067 15.051 6.962 -0.093 0.004 0.016
Si 16.392 2.763 8.292 0.008 -0.054 -0.017
Si 2.752 16.394 8.31 -0.023 0.053 -0.008
Si 0.002 8.206 8.283 -0.005 -0.016 -0.005
Si 2.72 5.487 8.274 -0.026 -0.006 -0.011
Si 0.017 13.662 8.31 -0.014 -0.023 -0.008
Si 2.731 10.939 8.313 0.028 0.001 0.009
Si 5.461 2.753 8.306 0.043 0.034 0.008
Si 8.201 0.01 8.328 -0.018 -0.053 0.011
Si 5.458 8.205 8.298 0.005 -0.018 0.008
Si 8.211 5.463 8.31 0.026 0.007 0.013
Si 5.468 13.664 8.317 -0.013 -0.01 0.015
Si 8.189 10.93 8.281 0.001 -0.022 -0.005
Si 10.949 2.737 8.322 -0.006 -0.022 0.008
Si 13.683 0.017 8.31 0.046 0.009 0.005
Si 10.946 8.182 8.277 -0.003 0.033 -0.018
Si 13.669 5.479 8.312 0.019 -0.013 0.018
Si 10.942 13.668 8.293 0.012 0.016 -0.01
Si 13.695 10.908 8.289 -0.028 0.052 0.001
Si 1.373 4.114 9.66 0.006 0.025 -0.012
Si 4.114 1.369 9.669 0.009 -0.046 0.004
Si 1.373 9.558 9.665 -0.024 0.015 -0.011
Si 4.1 6.832 9.663 0.003 0.019 -0.006
Si 1.386 15.03 9.677 0.002 -0.015 -0.01
Si 4.112 12.292 9.681 -0.016 0.012 0.006
Si 6.843 4.1 9.673 -0.013 -0.005 0.008
Si 9.577 1.372 9.681 0.02 0.017 -0.001
Si 6.837 9.561 9.667 -0.012 0.028 0.006
Si 9.58 6.831 9.666 -0.018 -0.006 0.007
Si 6.84 15.03 9.676 0.005 -0.003 0.004
Si 9.564 12.294 9.65 0.003 -0.001 -0.001
Si 12.308 4.108 9.682 -0.008 -0.001 -0.004
Si 15.044 1.386 9.677 -0.042 0.012 0.007
Si 12.309 9.549 9.648 0.041 -0.01 0.003
Si 15.048 6.837 9.664 -0.022 -0.006 -0.01
Si 12.305 15.039 9.665 -0.007 -0.006 -0.003
Si 15.046 12.288 9.663 0.014 0.017 -0.008

Results
total energy: -85943.869 eV
total energy less fixed offsets of O -438.35, Si -107.03 eV per atom: 10.571 eV
